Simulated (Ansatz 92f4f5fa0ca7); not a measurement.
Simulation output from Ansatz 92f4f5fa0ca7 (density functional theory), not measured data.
Periodic cell of 256 atoms, Si144O112, from a study of silicon, its oxide and their interface. The atomic structure is a simulated model.
This geometry differs little from another in the collection (a relaxation step or a small displacement).

Settings: functional r2SCAN; potential files Ansatz PAW; basis plane waves; wave-function cutoff 800 eV; density cutoff ratio 5; exchange-correlation grid ratio 1; k mesh 1 x 1 x 1, shifted by 0.5 0.5 0 of a step; self-consistency stop 1e-10 eV per atom in the density residual; occupations fixed; spin none; net charge 0.

Cell vectors (angstrom)
a	10.88	0	0
b	0	10.88	0
c	-0.5462	4.626	36.1336

Atoms: element, x, y, z (angstrom)
Si	1.649	-1.6423	0.1694
Si	4.4554	1.0565	0.0234
Si	0.981	4.3478	0.0148
Si	3.8908	-3.8122	0.0945
Si	-4.2728	-1.2245	0.1144
Si	-1.6799	1.6777	0.0749
Si	6.9573	3.8483	0.1476
Si	-1.0742	-4.168	0.129
Si	2.7856	0.0177	1.3497
Si	5.4685	2.6382	1.447
Si	2.7085	-5.4776	1.2734
Si	5.4162	-2.7008	1.4657
Si	-2.7038	-0.006	1.3625
Si	-0.0699	2.7711	1.3806
Si	8.1535	5.4999	1.3285
Si	0.0865	-2.7281	1.5181
Si	1.3622	1.3857	2.6599
Si	4.0608	4.0598	2.6753
Si	1.4336	-4.1414	2.7912
Si	4.0832	-1.3237	2.8118
Si	6.8304	1.3062	2.8087
Si	9.4897	4.1328	2.7628
Si	6.8032	6.8042	2.7359
Si	-1.3345	-1.3326	2.7405
Si	0.0264	0.032	4.0705
Si	2.7061	2.7279	4.0582
Si	0.014	5.4356	4.1221
Si	2.7462	-2.7329	4.1277
Si	5.456	-0.0068	4.166
Si	8.1671	2.7301	4.1114
Si	5.4301	5.4233	4.0531
Si	8.1675	-2.7036	4.0819
Si	1.3578	-1.3403	10.9118
Si	4.0868	1.3318	10.9024
Si	1.3586	4.0373	10.7786
Si	4.099	-4.0469	10.765
Si	6.8202	-1.3407	10.8512
Si	-1.3808	1.372	10.864
Si	6.8137	4.0773	10.9086
Si	-1.347	6.8109	10.8775
Si	2.7124	0.0071	12.3042
Si	5.4665	2.674	12.253
Si	2.7719	5.3996	12.0203
Si	5.4068	-2.677	12.1463
Si	-2.7218	0.0138	12.2457
Si	0.0002	2.7271	12.1837
Si	8.1873	5.4562	12.2481
Si	-0.0251	-2.6901	12.2538
Si	1.3241	1.3962	13.6197
Si	4.0756	4.0847	13.4722
Si	1.4184	-4.1584	13.3499
Si	4.0939	-1.3664	13.6318
Si	-4.0898	1.3309	13.6764
Si	-1.322	4.0828	13.5897
Si	6.7754	-4.0135	13.4837
Si	-1.3624	-1.3088	13.6652
Si	-0.2194	0.2822	15.0221
Si	2.4787	3.038	14.8293
Si	0.3223	-5.6128	14.7869
Si	2.9869	-3.1323	14.6983
Si	5.5981	-0.2171	15.0569
Si	-2.4501	2.4981	14.9047
Si	5.2759	5.6198	14.7564
Si	-3.0652	-2.4233	14.8477
Si	5.1492	-3.5822	18.873
Si	-1.5432	-2.2818	23.4751
Si	1.172	-0.7727	22.757
Si	1.3467	-0.8028	-2.7058
Si	3.5296	1.2362	-2.9217
Si	2.5596	2.4776	19.519
Si	3.2562	-4.9926	22.2918
Si	5.557	0.4111	-5.1283
Si	0.232	0.6472	20.2192
Si	1.5969	-2.5762	-5.0384
Si	4.2782	1.7477	17.1333
Si	6.7505	-0.5528	22.9058
Si	7.1195	-5.2786	-3.7655
Si	6.265	4.2396	-8.3505
Si	0.3972	3.4257	-10.134
Si	-1.3306	-2.6101	-11.2073
Si	8.0589	-4.3712	21.8545
Si	2.8733	0.9631	24.622
Si	0.88	5.2683	-5.1832
Si	2.5728	-3.0611	-8.7201
Si	0.4286	-1.1432	17.7848
Si	6.0492	-4.5773	-10.5594
Si	-1.5879	3.6315	-4.4081
Si	5.369	-2.8045	21.658
Si	4.2951	-2.0948	-6.374
Si	-0.9093	1.1869	-2.9025
Si	2.9809	3.0076	22.583
Si	7.8252	-4.9933	18.9109
Si	-1.1655	-3.7698	16.915
Si	-2.4001	4.0507	23.1962
Si	6.6036	3.8716	17.0434
Si	-2.7008	-2.8364	-2.1199
Si	2.6671	-2.8776	17.6241
Si	2.9051	-5.3453	19.2976
Si	0.717	-1.1948	-7.5648
Si	1.8203	4.8504	-8.1045
Si	3.8941	2.8869	-9.4673
Si	0.3593	3.7063	24.2059
Si	6.5479	-4.2928	-6.6148
Si	7.687	-2.9071	-8.8922
Si	-2.2752	1.4075	22.0468
Si	2.233	3.8184	-2.7236
Si	1.7433	0.8574	-9.4521
Si	8.1174	-0.7529	-4.3053
Si	7.6965	2.1928	-6.6802
Si	-2.2557	-0.5322	-7.409
Si	2.3463	-3.0106	24.055
Si	4.9762	5.1639	-1.9822
Si	1.3606	-1.3576	5.432
Si	4.0685	1.3825	5.4426
Si	1.3685	4.0684	5.4621
Si	4.1131	6.7874	5.4583
Si	6.8222	-1.3727	5.4871
Si	-1.333	1.3765	5.4539
Si	6.7852	4.083	5.4352
Si	-1.3494	-4.0602	5.437
Si	2.7225	-0.0016	6.7833
Si	5.4341	2.7324	6.7974
Si	2.7354	5.438	6.8089
Si	5.4602	-2.7387	6.827
Si	-2.6976	0.0112	6.8171
Si	0.0178	2.7187	6.8267
Si	-2.7135	-5.4337	6.7722
Si	-0.0042	-2.7	6.7957
Si	1.3698	1.3337	8.1576
Si	4.0937	4.0767	8.1679
Si	1.3577	6.8153	8.1351
Si	4.0835	-1.3512	8.144
Si	6.796	1.3766	8.1508
Si	-1.366	4.0926	8.145
Si	6.8336	-4.0928	8.1574
Si	-1.3449	-1.3537	8.1746
Si	0.0033	0.0064	9.538
Si	2.7469	2.6754	9.495
Si	-0.0004	5.4545	9.4904
Si	2.6947	-2.6869	9.49
Si	5.4446	0.0048	9.5068
Si	8.1536	2.7384	9.5098
Si	5.4794	5.431	9.5051
Si	8.1726	-2.7217	9.5156
O	-0.4101	-2.4867	17.505
O	1.198	-0.0933	21.2958
O	1.398	4.1609	15.3591
O	0.4354	-0.2501	16.4227
O	6.7375	-1.3365	15.4706
O	0.3413	0.2796	-3.3437
O	7.6182	-1.3898	-8.3395
O	7.8341	3.2066	16.2391
O	5.5603	5.2852	-3.4846
O	2.4712	2.3673	-3.3842
O	6.5962	5.0078	-9.7427
O	2.5539	-4.6232	-8.3572
O	0.2067	-2.1262	-11.0848
O	8.0763	2.78	-0.4012
O	2.1627	-4.2659	18.3306
O	-0.2112	-4.6987	16.0148
O	-2.451	-3.2665	16.085
O	4.8819	0.4031	16.4129
O	4.4576	-3.9162	22.3808
O	-0.0478	-5.3248	-0.3889
O	5.5392	-0.097	-0.3903
O	6.0946	4.3801	-1.1255
O	4.8674	-2.6193	20.1438
O	5.5089	2.752	17.386
O	-1.915	-3.2398	-9.8461
O	-1.0561	1.0902	-1.3052
O	-1.0998	1.1235	20.9916
O	2.7557	-2.7284	-0.3755
O	1.4856	4.6359	-6.5415
O	1.0973	-2.543	-8.3496
O	4.4765	-4.7263	-10.9001
O	4.0205	1.6559	-1.4332
O	3.6478	1.8995	23.5508
O	3.1895	2.3949	16.1347
O	-0.651	4.7986	-5.0039
O	-2.3037	-0.942	-5.8422
O	7.1772	4.4946	18.412
O	3.6006	4.3765	-2.0972
O	-1.5621	-3.5542	22.4613
O	5.7049	5.3724	-7.3094
O	2.8491	-0.2228	-2.8409
O	7.9232	-1.5524	23.3424
O	4.1238	3.3354	-11.0218
O	1.9243	-1.5861	18.2667
O	3.7796	4.4123	22.6844
O	3.5165	1.5611	18.5608
O	7.3106	0.4637	21.7657
O	3.1982	-2.6051	-5.2913
O	2.5325	-5.0465	20.8468
O	-2.5609	-5.0981	20.4428
O	-2.6254	2.9876	21.9842
O	4.2947	-2.8453	17.7058
O	-2.2183	0.6087	-3.6431
O	-2.2304	-1.9895	-3.4148
O	-0.8992	3.541	-11.0864
O	0.4901	4.6175	-9.0282
O	1.2818	-2.1951	-3.5077
O	5.933	5.0292	16.1271
O	0.9371	-1.045	-1.1697
O	-1.8589	1.071	23.598
O	1.5925	0.2704	23.9234
O	6.5127	-0.6164	-4.31
O	5.447	-1.3794	22.405
O	-2.1176	2.6717	-5.58
O	6.8614	-3.3603	21.5995
O	6.3048	-3.2412	-9.6711
O	8.0611	3.3094	24.5797
O	2.309	-1.9384	22.8378
O	8.0575	4.2991	-3.6051
O	2.8849	3.7599	-8.5771
O	-0.2233	-0.3314	19.0155
O	4.6617	-4.299	-1.2675
O	4.1113	-4.21	15.2003
O	2.8894	-2.7816	-10.271
O	7.1644	-1.9458	-1.241
O	6.3129	0.2741	24.2108
O	-0.8175	4.4274	23.3408
O	1.6436	0.0098	-8.0876
O	1.4547	3.2186	23.1136
O	1.2827	3.6495	-1.4289
O	7.4842	3.4973	-7.6088
O	4.6865	1.2051	-4.0342
O	1.6213	3.563	-11.1649
O	-0.7888	-0.8488	-7.9475
O	0.9347	-1.4345	-5.9836
O	-1.3592	1.3915	15.429
O	3.2618	1.4102	-9.4872
O	0.9386	-4.0103	-5.3357
O	2.2123	-2.7658	16.079
O	5.5996	-3.0372	-6.2736
O	0.5767	1.9962	-9.397
O	-0.7249	2.7174	-3.3872
O	6.3819	1.5424	-5.9612
O	6.7288	-3.8057	18.6443
O	7.764	-3.8809	-7.6034
O	4.6731	-0.5369	-6.1085
O	-0.3203	-1.3341	23.0155
O	-1.7069	-4.6902	18.1025
O	7.6298	5.3764	22.9275
O	7.4997	-4.1836	-2.6544
O	7.2808	-4.7526	-5.2657
O	4.5032	-5.0635	19.1265
O	1.5546	0.0177	-10.8055
O	2.5422	4.0035	18.9362
O	2.1962	-4.4786	23.3973
O	1.0555	1.8754	19.5536
O	-1.4658	-3.2831	-1.1905
O	3.0732	2.4973	21.0544
O	1.7032	4.8178	-3.8682
O	3.6726	-2.2566	-7.853
O	-2.5554	1.0319	-7.6013
O	5.2871	3.0035	-8.6881

Results
free energy: -155993.566 eV
free energy less fixed offsets of O -570.45, Si -639.56 eV per atom: -6.526 eV

Forces (eV/angstrom), in the order of the atoms: element, x, y, z
Si	-0.0103	0.0146	-0.0958
Si	-0.0163	0.0069	-0.1051
Si	0.0037	-0.0104	-0.0911
Si	0.0121	-0.0051	-0.0805
Si	0.0118	-0.022	-0.0879
Si	0.0164	-0.0127	-0.0988
Si	-0.0224	0.0043	-0.0743
Si	-0.0049	0.0144	-0.0736
Si	0.0039	-0.0032	0.013
Si	0.0078	-0.002	0.0144
Si	-0.0001	0.0032	0.0108
Si	-0.0048	0.0047	0.014
Si	-0.0061	0.0037	0.0165
Si	-0.0025	0.0013	0.0175
Si	0.0069	-0.0015	0.0048
Si	0.0034	-0.0019	0.0154
Si	-0.0021	0.0019	-0.0042
Si	0.0018	0.0002	-0.0048
Si	0.0006	0.0022	-0.004
Si	0.003	-0.0055	-0.0074
Si	-0.0015	0.0022	-0.0048
Si	-0.0009	-0.005	-0.003
Si	-0.0018	0.0042	-0.0035
Si	-0.0014	-0.0006	-0.0048
Si	0.0002	0.0003	-0.0023
Si	0.0012	0.0003	-0.0039
Si	-0.0024	0.0018	-0.0008
Si	-0.0012	0.0037	-0.0028
Si	0.0003	0.0015	0.0031
Si	0.002	-0.0016	0.0013
Si	-0.0007	0.0006	-0.0043
Si	0.0007	-0.0011	-0.0035
Si	-0.0016	0.0008	-0.0066
Si	-0.0025	0.0003	-0.0051
Si	-0.0008	-0.0011	0.0044
Si	-0.0037	0.0016	0.0052
Si	-0.0055	0.0009	0.0012
Si	0.0039	0.0047	0.002
Si	-0.0001	-0.0029	-0.0056
Si	-0.0049	-0.0009	0.0006
Si	-0.0019	-0.001	-0.0034
Si	0.0034	-0.001	-0.0014
Si	0.0004	0.0008	-0.0026
Si	0.0007	-0.0015	-0.0063
Si	-0.002	0.0024	-0.003
Si	-0.0038	0.0012	0.0018
Si	0.0021	0.0014	-0.0061
Si	0.0018	0.0027	-0.0044
Si	0.0036	-0.0013	0.0097
Si	0.0056	-0.0024	0.0176
Si	-0.0013	0.011	0.0164
Si	-0.0057	0.0021	0.0089
Si	-0.0062	0.0056	0.0163
Si	-0.0032	0.0061	0.019
Si	-0.0005	-0.0054	0.0192
Si	0.0044	-0.0009	0.0183
Si	-0.0244	0.0146	-0.1035
Si	-0.0159	0.0044	-0.0866
Si	0.0016	-0.0188	-0.0926
Si	0.0302	-0.0133	-0.1078
Si	0.0108	-0.0103	-0.1037
Si	0.0094	-0.0149	-0.0859
Si	-0.0236	0.0269	-0.0924
Si	-0.0005	0.0112	-0.0874
Si	0.0109	0.0129	-0.0424
Si	-0.0132	-0.0013	0.0738
Si	0.0004	-0.0127	0.0698
Si	0.0075	0.0026	-0.0654
Si	0.0065	-0.002	-0.0724
Si	-0.0078	-0.0019	-0.0114
Si	-0.0076	0.0031	0.0739
Si	0.0071	0.0055	0.0322
Si	-0.0024	-0.0073	0.0052
Si	0.0013	-0.0093	0.0275
Si	0.0023	0.0026	-0.1469
Si	0.0002	0.0144	0.064
Si	0.0159	-0.0061	-0.0418
Si	0.0136	0.001	0.0903
Si	-0.0112	-0.0028	0.1144
Si	-0.0015	-0.0086	0.0984
Si	-0.0031	0.0186	0.0566
Si	-0.0014	-0.002	0.1061
Si	-0.0093	0.0046	0.0253
Si	0.0056	0.0338	0.0981
Si	0.0121	0.0175	-0.1224
Si	0.0068	-0.0019	0.0954
Si	0.0071	0.0043	0.005
Si	-0.0022	0.0258	0.0646
Si	-0.0098	0.01	0.0562
Si	0.019	0.0086	-0.0673
Si	-0.0129	-0.0124	0.0662
Si	0.026	0.0003	-0.0726
Si	-0.0292	-0.0331	-0.0996
Si	0.0138	-0.0208	0.0713
Si	-0.0027	-0.0138	-0.1235
Si	-0.001	0.0107	-0.0922
Si	0.0135	0.01	-0.0864
Si	-0.0171	-0.0069	-0.0235
Si	-0.0132	-0.0124	0.0916
Si	-0.0268	-0.0116	0.1119
Si	0.0026	0.0072	0.102
Si	0.009	0.0061	0.0963
Si	0.0239	-0.0158	0.0808
Si	-0.0136	0.0196	0.1115
Si	-0.0351	0.0067	0.0663
Si	0.0207	0.0094	-0.0921
Si	-0.0072	-0.0059	0.1083
Si	0.0029	-0.0179	-0.0174
Si	-0.0009	-0.0298	0.0677
Si	-0.0098	0.0087	0.0946
Si	0.0059	0.0153	0.092
Si	-0.0156	-0.0032	-0.0984
Si	0.0015	-0.0018	-0.0021
Si	0.0017	-0.0019	-0.0036
Si	-0.0021	0.0033	-0.0037
Si	-0.0032	0.003	-0.0045
Si	-0.0027	0.0041	-0.0026
Si	-0.0042	-0.0005	-0.0047
Si	0.0029	-0.0026	-0.0024
Si	0.0012	-0.0025	-0.0023
Si	-0.0017	0.0011	-0.0044
Si	-0.0012	0.0003	-0.0032
Si	0.0002	-0.0004	-0.0026
Si	0.0012	0.0024	-0.0013
Si	0.0023	-0.0006	-0.0015
Si	0.0015	-0.0007	-0.0013
Si	-0.0017	-0.0007	-0.004
Si	-0.0023	-0.0008	-0.0028
Si	0.002	0.0023	-0.0013
Si	0.0021	-0.0023	-0.0035
Si	-0.0011	0	-0.0004
Si	0.0016	-0.0006	-0.0015
Si	-0.0001	-0.0006	0.0003
Si	0.0008	-0.0001	-0.0012
Si	-0.0001	-0.0009	-0.0007
Si	0.0019	-0.0015	-0.0045
Si	0.0038	-0.0029	-0.0004
Si	-0.0008	-0.0003	-0.0066
Si	-0.0007	0.0024	-0.006
Si	-0.0011	0.0043	-0.0038
Si	-0.0015	0.0022	-0.0055
Si	-0.0012	0.0018	-0.0049
Si	0	-0.0019	-0.0062
Si	0.0026	-0.0025	-0.004
O	0.0033	0.007	0.039
O	0.0014	0.0175	-0.0354
O	0.0042	0.0001	0.0402
O	0.0242	-0.0624	0.1424
O	0.0016	0.0007	0.0453
O	-0.0121	-0.0033	0.0314
O	-0.005	-0.0312	-0.0444
O	-0.0386	0.0333	0.1014
O	-0.0093	0.0017	0.034
O	0.0029	0.002	0.0288
O	-0.0035	0.0076	-0.0481
O	0.014	0.0346	-0.0599
O	-0.0042	0.0091	-0.0594
O	-0.0011	0.0076	0.0318
O	0.0032	-0.0154	0.0273
O	-0.0428	0.0538	0.1136
O	0.0569	-0.0326	0.1068
O	-0.0363	0.0467	0.1155
O	0.0022	-0.0064	-0.0187
O	-0.0022	0.003	0.025
O	-0.0018	-0.0027	0.0225
O	0.0536	-0.0256	0.0909
O	-0.0179	0.0107	-0.0134
O	0.0005	-0.0026	0.0374
O	0.0201	0.0042	-0.0673
O	-0.0328	0.0156	0.1118
O	0.0144	-0.0034	-0.0296
O	0.0019	-0.0025	0.0281
O	0.0097	-0.0024	-0.0605
O	0.0051	0.0002	-0.0356
O	-0.0195	0.0009	-0.0392
O	0.0126	-0.0311	0.1046
O	-0.0076	0.0233	-0.0453
O	0.0663	-0.0352	0.1137
O	0.0072	-0.0029	-0.0025
O	-0.0021	-0.0088	-0.0306
O	0.009	0.0191	0.0504
O	0.0021	0.0109	0.036
O	-0.0156	-0.0199	-0.0372
O	0.0004	-0.0139	-0.0383
O	-0.0017	0.0018	0.0212
O	0.008	0.0044	-0.0294
O	-0.006	-0.0015	-0.0665
O	-0.0134	0.0033	0.02
O	0.0031	0.005	-0.0178
O	-0.0212	0.0048	0.0527
O	0.0067	0.0009	-0.0245
O	0.0069	0.0027	-0.0205
O	-0.0103	0.0017	-0.0246
O	0.0086	0.0069	-0.0103
O	-0.016	-0.0007	-0.0372
O	0.001	0.0068	0.0336
O	0.005	0.0279	0.0279
O	-0.0149	-0.0242	0.0377
O	-0.0059	0.0035	-0.0632
O	-0.0134	-0.0257	-0.0548
O	0.0078	0.0094	0.0137
O	0.0323	-0.0304	0.1005
O	0.0201	-0.0227	0.0924
O	0.0074	-0.0106	-0.0483
O	-0.0095	-0.0117	-0.0372
O	0.0059	-0.004	-0.0128
O	-0.0092	-0.0178	-0.0494
O	-0.0026	-0.0172	-0.0069
O	0.0253	-0.0211	0.0044
O	-0.0106	-0.0162	-0.0524
O	0.0094	0.0161	-0.0596
O	-0.0062	0.0118	-0.0371
O	-0.0037	0.0016	0.0078
O	0.0217	-0.0291	-0.0438
O	-0.0111	0.0163	0.0289
O	-0.0232	0.0278	0.0857
O	0.0021	-0.0046	0.0293
O	0.0094	-0.0096	-0.0724
O	-0.0347	0.042	0.0973
O	0.0165	-0.0123	-0.0552
O	-0.0166	0.0008	-0.0207
O	0.0145	0.0264	-0.0561
O	0.0032	0.0081	-0.0294
O	-0.0332	0.0176	0.1112
O	-0.0116	0.024	-0.0557
O	-0.0138	-0.0044	0.0195
O	0.0182	0.0123	-0.048
O	0.0164	-0.0114	-0.0342
O	-0.0086	0.0052	-0.046
O	0.002	-0.0016	0.0473
O	-0.0112	0.0004	-0.0484
O	0.0001	0.004	0.0003
O	-0.0253	0.0201	0.1302
O	0.0005	-0.0003	-0.0109
O	0.0121	-0.0033	-0.044
O	-0.0093	-0.0055	0.012
O	0.0092	0.0037	-0.016
O	0.0107	-0.0144	0.0113
O	-0.0059	-0.0008	-0.0413
O	-0.0065	-0.011	-0.0183
O	0.0174	0.0111	-0.0168
O	-0.0233	0.0179	0.0242
O	-0.0126	0.0121	-0.0147
O	-0.0023	0.0019	0.0224
O	-0.0237	-0.0078	-0.0282
O	-0.0047	-0.0109	-0.0045
O	-0.0093	-0.0244	-0.0691
O	-0.0023	-0.008	0.0284
O	0.012	-0.0217	-0.0379
O	0.0007	0.0041	-0.0039
O	0.0324	-0.0318	0.0932
O	0.0059	0.0106	-0.0262
O	0.0061	-0.0115	0.0188
O	-0.0221	-0.0123	-0.0461
O	0.0001	-0.0032	-0.0315
O	-0.026	-0.0053	-0.0353

The program warned: the cutoff lies below the one the program advises for these potential files; the forces do not sum to zero within the program's tolerance; empty levels may hold ghost states of the PAW files; the exchange-correlation potential is rough where the density is thin.
